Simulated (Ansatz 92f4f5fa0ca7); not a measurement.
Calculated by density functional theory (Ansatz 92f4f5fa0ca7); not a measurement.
Periodic cell of 220 atoms, Si132O88, from a study of silicon, its oxide and their interface. The atomic structure is a simulated model.
This geometry differs little from another in the collection (a relaxation step or a small displacement).

Settings: functional r2SCAN; potential files Ansatz PAW; basis plane waves; wave-function cutoff 800 eV; density cutoff ratio 5; exchange-correlation grid ratio 1; k mesh 1 x 1 x 1, shifted by 0.5 0.5 0 of a step; self-consistency stop 1e-10 eV per atom in the density residual; occupations fixed; spin none; net charge 0.

Cell vectors (angstrom)
a 10.88 0 0
b 0 10.88 0
c 0 0 31.9998

Atoms and the computed forces on them: element, x, y, z (angstrom), force x, y, z (eV/angstrom)
Si 0.1706 -0.9558 -0.3606 0.0015 -0.0005 0.0005
Si 2.7436 2.4127 0.0078 0.0019 -0.0019 0.0005
Si 1.0267 3.2157 -1.3253 -0.0003 0.001 0.0008
Si 2.0783 7.6442 -0.1061 -0.0019 -0.001 0.0004
Si 4.6548 0.0806 -0.2564 -0.0029 -0.0028 0.004
Si 8.4608 4.1411 0.4899 0.0029 -0.0006 0.0016
Si 4.7923 6.227 -0.6846 0.0009 -0.0004 -0.0017
Si 7.8989 8.1058 -0.1881 0.0005 -0.0017 -0.0001
Si 1.5468 1.2156 1.5462 0.0042 0.0008 -0.0005
Si 3.938 3.9922 1.1779 -0.0002 -0.0007 -0.0017
Si 0.9105 6.2144 1.2703 0.0021 0.0022 -0.0003
Si 3.8688 9.6383 1.5107 -0.0003 0.0054 -0.0004
Si 6.9022 1.5215 1.3476 -0.0005 -0.0005 -0.002
Si 10.7623 4.1377 0.6196 -0.0027 -0.0032 -0.0042
Si 6.3371 6.9522 1.0529 -0.0002 0.0014 0.0009
Si 9.3608 9.3523 1.1234 0.0026 0.0014 0.0002
Si 0.1204 2.7283 2.5338 0.0015 -0.0003 0.0008
Si 2.7322 0.0011 3.0397 0.0007 -0.0013 0.0017
Si -0.1799 7.9527 2.5124 0.0002 -0.0003 0.001
Si 2.6927 5.4079 2.5877 -0.0005 0 -0.0001
Si 5.3511 2.7286 2.625 -0.0006 -0.0004 0
Si 8.2496 0.0274 2.5318 0.0003 -0.0003 -0.0004
Si 5.3901 8.3252 2.6416 0.0004 -0.0014 0.0002
Si 7.7487 5.471 2.3425 -0.0001 -0.0007 -0.0019
Si 1.4389 4.0133 3.9937 0.0001 -0.0009 -0.0007
Si 4.1423 1.4093 4.1527 -0.0001 -0.0002 -0.0003
Si 1.2095 9.3627 3.9558 0.0005 0.0004 0.0006
Si 4.0315 6.8503 3.9078 0.0002 0.0007 0.0002
Si 6.6882 4.1048 3.9327 -0.0003 0.0009 -0.0003
Si 9.5356 1.4329 3.878 0 0.0002 0.0006
Si 6.8717 9.5829 3.939 0 -0.0002 0
Si 9.3188 6.6603 3.8309 0.0003 0.0008 -0.0008
Si -0.0461 -0.0039 5.25 -0.0001 -0.001 0.0004
Si 2.7328 2.7204 5.441 0.0005 0.0001 0.0003
Si -0.0528 5.3825 5.22 0.0002 0.0006 0.0003
Si 2.6543 8.1059 5.3156 0.0001 -0.0003 -0.0004
Si 5.5211 -0.0016 5.3761 0.0008 0.0006 0.0004
Si 8.1306 2.7434 5.2485 0.0003 -0.0003 -0.0006
Si 5.3759 5.4772 5.2905 -0.0002 -0.0004 0.0002
Si 8.1512 8.133 5.2673 -0.0001 -0.0002 0.0005
Si 1.341 1.2837 6.6583 0.0004 0.0002 -0.0003
Si 4.091 4.1116 6.715 0.0007 0.0004 0.0003
Si 1.3153 6.7351 6.654 0.0001 -0.0001 0.0002
Si 4.0762 9.4832 6.6213 0.0003 -0.0005 -0.0003
Si 6.8572 1.3806 6.7022 0.0004 -0.0005 0.0002
Si 9.5234 4.0396 6.6282 0.0004 0.0005 -0.0001
Si 6.7803 6.8117 6.6202 0.0001 0.0004 0
Si 9.5127 9.52 6.639 0.0006 0.0007 0.0005
Si -0.0061 2.662 8.0008 0.0008 -0.0001 0.0001
Si 2.7237 -0.061 7.988 0.0006 -0.0001 -0.0004
Si 0.028 8.1807 7.9932 -0.0004 -0.0004 -0.0002
Si 2.7105 5.417 8.0589 0 0.0003 0.0001
Si 5.4793 2.748 8.0324 -0.0003 -0.0001 -0.0004
Si 8.1936 -0.0094 8.0557 0 -0.0001 -0.0003
Si 5.4451 8.1499 7.9937 0.0002 0.0007 0.0002
Si 8.1901 5.4687 7.9418 0.0001 0.0003 0.0002
Si 1.3741 3.9912 9.3676 0.0001 -0.0002 0.0001
Si 4.0914 1.3092 9.2877 0.0005 0 -0.0002
Si 1.4246 9.4638 9.41 0.0004 -0.0001 -0.0002
Si 4.1233 6.7923 9.367 -0.0003 -0.0003 0
Si 6.8521 4.1565 9.3359 0 0.0005 -0.0003
Si 9.5537 1.3425 9.4344 0.0002 0.0003 -0.0003
Si 6.8214 9.4811 9.3678 0.0001 -0.0009 0.0003
Si 9.5455 6.8207 9.3174 0.0009 0.0007 0.0001
Si 0.0745 -0.0413 10.7681 0.0005 0.0007 0.0008
Si 2.78 2.6193 10.7021 -0.0005 -0.0007 -0.0007
Si 0.0362 5.4409 10.6334 0.0002 0.001 0.0002
Si 2.8038 8.0817 10.7788 0.0007 0.0003 0.0008
Si 5.4113 -0.0522 10.656 -0.0005 0 -0.0008
Si 8.1872 2.8268 10.6979 -0.0015 -0.0002 0
Si 5.5416 5.51 10.7483 -0.0007 0.0008 0.001
Si 8.1966 8.1227 10.7428 0.0001 -0.0006 -0.0012
Si 1.4539 1.2938 12.1434 0.0005 0.0002 -0.0002
Si 4.209 4.0162 11.932 -0.0006 -0.0014 0.0014
Si 1.5483 6.5304 12.0483 0.0006 0 0.0024
Si 4.1914 9.43 12.1234 0.0012 -0.0003 0.0009
Si 6.7039 1.4477 11.8761 0.0002 0 0.0006
Si 9.5625 4.2255 12.0578 0.0036 0.0014 0
Si 6.9203 6.8014 12.2407 -0.0011 0.0007 0.0006
Si 9.5368 9.4968 12.0875 -0.0004 -0.0028 -0.0067
Si 0.1019 2.8668 13.268 0.0024 0.0007 -0.0007
Si 2.7613 -0.1985 13.4728 -0.0004 -0.0011 0.0002
Si 0.5466 7.5659 13.825 0.0081 -0.0015 -0.0006
Si 2.8246 5.0783 13.4262 0.0118 0.0117 0.0078
Si 5.5598 2.8326 13.3826 -0.0011 0.0004 -0.0011
Si 8.1706 0.2059 13.0864 -0.001 0.0017 -0.0011
Si 5.7147 8.2957 13.6004 -0.0003 0.0009 0.0001
Si 8.3381 5.5144 13.6587 -0.0021 -0.0005 0.0003
Si 1.3168 4.0069 14.894 -0.0034 0.002 0.0023
Si 4.1377 0.8028 15.0283 -0.0008 -0.0011 -0.0008
Si 1.9464 9.0212 14.9522 0.0011 -0.0059 -0.0011
Si 4.4101 7.2132 15.2325 -0.007 -0.0072 -0.0077
Si 7.2139 3.786 14.7121 -0.0022 0.0019 0.001
Si 9.3877 1.6728 14.3693 0.0021 -0.002 0.0012
Si 6.8212 10.0988 14.6359 0.0008 -0.0008 -0.0008
Si 11.3085 6.025 15.7456 0.007 0.0027 0
Si 6.5285 8.8442 18.7745 -0.0015 0.0003 -0.0011
Si -2.6461 -1.5182 16.3097 -0.0018 0.0024 0
Si 1.4401 6.5968 18.7397 0.0005 0.0006 0.0004
Si 2.1327 1.7713 17.1189 0.0013 0.0008 0.0003
Si -0.4974 -4.9258 24.8538 0.0003 0.0004 0.0004
Si 5.623 5.0885 17.1762 0.0002 0 -0.0004
Si 7.2477 -12.1607 24.2852 0 0.0002 0.0011
Si -0.0624 10.7688 16.5798 0.0002 -0.0005 0.0027
Si 7.8143 -4.679 18.8178 -0.0029 -0.0032 -0.0006
Si 3.8924 7.8502 19.8617 -0.0002 -0.0004 -0.0014
Si 5.8002 -2.2535 26.8065 0.0003 0.0003 0.0014
Si 10.134 0.6334 26.9847 -0.0019 0 0.0012
Si 3.2456 5.1294 20.4472 -0.0003 0.0002 -0.0014
Si 10.0595 -0.7426 24.4824 -0.0003 0.0008 0.0015
Si 5.3648 0.5968 22.694 -0.0004 0.0003 0.0006
Si -0.8537 6.0385 20.7319 0.0004 -0.0002 -0.0003
Si -1.7756 6.469 15.8462 -0.0042 -0.0011 0.0016
Si 12.6609 10.6797 23.5288 -0.0008 0.0021 0.0015
Si 9.026 7.6567 23.2075 0.0006 -0.0001 0.0014
Si 4.2061 13.874 18.831 -0.0001 0.0009 -0.0013
Si 4.9096 2.5548 24.9687 -0.0003 0.0002 -0.0004
Si 2.4788 4.0332 25.1267 0.0003 0.0009 -0.0011
Si -7.1714 -0.5596 21.4902 0.0003 -0.0007 -0.001
Si 1.1637 5.0449 22.689 -0.0001 0.0011 0.0003
Si 1.5029 6.5781 26.7969 -0.0009 -0.0003 0.0013
Si 2.8477 9.3119 25.968 0.0004 -0.0016 0.0016
Si 5.6421 0.6536 19.8771 -0.0003 0.0026 -0.0001
Si 11.427 4.7646 28.909 0.002 0.0001 0.002
Si 7.9705 12.0829 28.8004 0 0.0011 0.0022
Si -0.1847 1.409 29.682 -0.0012 -0.0019 0.0016
Si 3.0303 1.3673 25.6942 -0.0027 -0.0002 -0.0019
Si 20.7611 -7.3552 26.4635 -0.001 -0.0011 0.0008
Si -4.009 14.2903 27.1554 0.0008 0.001 0.0012
Si 6.3053 9.8199 29.6901 -0.0005 0.0012 0.001
Si 6.2156 6.0394 28.4475 0.0006 0.0005 0.0011
Si 8.7028 5.8686 30.1164 0.0006 -0.0002 -0.0012
O -0.3329 -0.0355 -1.5848 -0.001 0.0006 -0.0024
O 1.0783 -0.0139 0.5673 -0.0025 -0.0007 -0.0007
O 4.6306 4.6974 -0.1606 0.0005 0.0015 0.001
O -0.0152 6.7046 -5.7928 0.0009 -0.0004 -0.0006
O -0.7383 5.4469 -2.4102 -0.0011 -0.0008 0.0009
O -6.8145 3.9456 -7.2149 0.0001 -0.0002 0.0001
O 1.0981 8.6807 -0.929 0.0002 0.0004 -0.0007
O 3.345 6.9815 -0.8939 0.0011 -0.0007 -0.0005
O 3.7653 1.3509 -0.7317 -0.0008 0.0022 -0.002
O 6.2752 2.8791 -6.2402 -0.0011 -0.0009 -0.0007
O 5.8015 -3.7859 -4.6981 -0.0001 0.0015 -0.0005
O 2.7406 8.5319 1.0715 0 -0.0015 -0.001
O 7.7716 6.2292 -3.146 -0.0002 -0.0001 -0.0001
O 7.9619 4.7382 -0.9678 -0.0006 -0.0007 -0.0001
O 8.9977 7.1185 -0.9 0.0015 0.0018 -0.0005
O 7.8381 13.5106 0.58 -0.0009 0.0005 0
O 3.778 5.9878 14.3982 -0.0018 -0.0003 -0.0022
O -5.3116 0.076 15.3059 0.0008 0.0014 -0.0002
O 6.6229 10.3649 19.3259 -0.0013 -0.0005 0.0005
O -0.5538 0.7631 15.3291 -0.0029 0.0027 -0.0013
O 3.2501 8.2908 15.6596 0.0029 -0.0044 0.0005
O 2.4452 7.822 19.1148 -0.0001 0.0002 0.0007
O 1.1732 17.4027 17.1483 -0.0032 -0.0013 -0.0011
O 6.4518 5.3871 18.5363 0.0036 0.0018 -0.0007
O 8.325 2.6457 15.1793 0.0029 -0.0004 -0.0019
O 6.5418 4.3436 16.0848 0.0003 -0.0011 0.0009
O 8.5151 -4.6545 17.3504 0.0004 0.0004 -0.0006
O 11.837 -1.28 16.1232 0.0016 0.0004 -0.0009
O 3.2796 11.7433 16.4049 -0.0008 0.0016 0.0004
O 5.473 12.8431 18.9347 -0.0012 0.0002 0.0001
O 15.3526 13.1883 14.5223 0.001 -0.0013 0.0002
O 8.9317 8.0722 15.6223 0.0006 -0.0032 0.0005
O -0.6229 8.6174 13.2758 -0.0036 0.0045 0.0061
O 5.0561 6.4859 16.5509 0.0013 -0.0005 -0.0011
O 4.4625 4.0679 17.6412 0.0002 -0.0005 0.0005
O -3.8533 -2.0004 17.2587 0.0009 -0.0005 0.001
O -1.45 10.1271 17.1618 0.0002 0.0001 -0.0009
O 0.8106 11.7768 17.5086 0.0007 0.0012 0.0001
O 2.7903 2.2961 18.4873 0.0006 0.0011 -0.0011
O 1.7552 2.9885 16.1107 0.0017 0.0003 -0.0016
O 3.8921 -2.1564 21.2259 -0.001 0.0012 0
O 9.9911 1.9675 26.0738 -0.0001 0.0017 0.0001
O 10.132 -2.2372 23.8845 -0.0008 0.0007 -0.0002
O 2.1532 5.2251 19.2403 -0.0005 0.0008 -0.0004
O 4.4261 8.9816 26.0416 -0.0004 0.0004 -0.0001
O 10.8372 -5.9931 21.5778 0 0.0008 -0.0002
O 4.984 -2.4658 18.829 0.0008 0.0007 0.0014
O 4.2944 6.342 20.2786 0.0006 0.0011 0.0001
O 2.5061 5.3718 21.86 0.0002 0.0006 -0.0005
O -1.9253 -4.4517 24.2668 -0.0009 -0.0001 -0.0005
O 0.0882 -4.119 19.6209 -0.0001 0.0008 0.0001
O 8.6766 0.3191 27.6308 0.0004 0.0002 -0.0002
O 8.5178 10.6122 24.3969 0.0006 -0.0005 0
O -0.6372 4.3776 25.1552 0.0003 -0.0005 -0.0002
O 7.4653 -3.1986 19.4355 -0.0002 0.0006 -0.0007
O 11.4972 -4.6724 23.6848 0.0008 0.0001 -0.0007
O 8.7602 -5.4314 19.9008 -0.0011 0.0002 -0.0001
O 5.2593 1.9989 23.4904 -0.0002 -0.0017 0.0004
O 4.0128 3.7203 20.278 -0.0002 0.0005 0.0002
O 6.9637 -1.9523 25.7268 -0.0009 0.0006 -0.0012
O 2.146 8.0707 26.7588 0.0001 0.0005 -0.0008
O 9.4677 -3.7075 21.746 -0.0001 0.0006 0
O 4.0961 0.1315 20.0569 -0.0027 -0.0004 -0.0001
O 13.1346 5.4503 25.8859 0.0005 -0.0003 -0.0005
O 16.9182 -1.3687 28.1366 0.0003 0.0004 -0.0006
O 11.1853 11.8412 28.1763 -0.0006 -0.0001 0.0003
O 12.3576 5.978 28.3167 0.0002 0.0003 -0.0013
O -3.2653 8.4425 23.1978 -0.0002 0.0002 -0.0009
O 19.2666 3.9101 26.9369 0.001 -0.0006 -0.0007
O 2.5828 1.0479 24.1482 -0.0041 -0.0039 0.0028
O 1.6253 3.888 23.7355 0.0008 -0.0003 0.0007
O 5.9978 -0.4491 23.7578 -0.0006 0.0014 -0.0004
O 2.7203 -0.0141 26.5395 0.0008 0.0004 -0.0006
O 4.8783 -0.8058 30.4011 0.0014 -0.0012 -0.0021
O 5.9768 -6.2912 27.7849 -0.0004 0.001 0.0003
O 5.3543 6.2015 29.798 0.0008 0.0002 -0.0003
O 0.2013 0.1139 23.5859 0.0024 -0.0031 0.0002
O 2.2444 -1.4906 24.4462 0.0008 0.0011 -0.0007
O 2.1742 10.5098 21.9758 -0.001 -0.0003 0.0025
O 2.1551 2.7209 26.0799 0.0026 -0.0021 0.0002
O -4.6422 11.8591 21.3586 0.0003 0.0007 0.0005
O 7.2378 0.2378 29.8271 0 0.0014 0.0001
O 17.9582 8.6796 30.5164 0.0013 -0.0004 0.0004
O 6.8581 13.0741 28.2108 -0.0004 0.0002 0.0015
O 9.1706 12.8984 29.5359 0.0004 0.0001 -0.0007
O -0.3252 10.2753 26.0324 -0.0019 0.0009 -0.0014
O 6.1037 0.6206 32.2513 0.002 -0.0002 0.0005
O 10.916 3.8847 27.6489 -0.001 -0.0003 -0.0009

Results
free energy: -134613.363 eV
free energy less fixed offsets of O -570.45, Si -639.56 eV per atom: 8.157 eV

The program warned: the cutoff lies below the one the program advises for these potential files; the forces do not sum to zero within the program's tolerance; empty levels may hold ghost states of the PAW files; the exchange-correlation potential is rough where the density is thin.
